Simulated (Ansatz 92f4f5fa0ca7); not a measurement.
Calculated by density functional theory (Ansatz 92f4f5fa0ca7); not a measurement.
Periodic cell of 208 atoms, Si128O80, from a study of silicon, its oxide and their interface. The atomic structure is a simulated model.
Doubt: the cutoff is far below the 930 eV that the study's wrapper takes by default for these files, so forces and energies are approximate.

Settings: functional PBE; potential files Ansatz PAW; basis plane waves; wave-function cutoff 580 eV; density cutoff ratio 5; exchange-correlation grid ratio 1; k mesh 1 x 1 x 1, Gamma-centred; self-consistency stop 5e-08 eV per atom in the density residual; occupations fixed; spin none; net charge 0.

Cell vectors (angstrom)
a 10.938 0 0
b 0 10.938 0
c 4.1972 -4.5648 31.0085

Atoms: element, x, y, z (angstrom)
Si 5.3275 -5.5845 23.6361
Si 7.9999 -2.8995 23.697
Si 5.8232 -0.7366 23.5508
Si 8.6437 -8.9811 23.5241
Si 0.3392 -6.2472 23.3989
Si 3.0662 -3.4595 23.4535
Si 10.8266 -0.2687 23.3976
Si 2.561 -8.4614 23.3642
Si 6.8577 -4.4765 25.0092
Si 9.6763 -1.7659 24.8871
Si 6.9794 -10.0685 24.8573
Si 9.7358 -7.3492 24.843
Si 1.4746 -4.6209 24.7851
Si 4.1855 -1.8613 24.8283
Si 12.3836 0.9144 24.775
Si 4.1525 -7.2957 24.7882
Si 5.5041 -3.1409 26.3043
Si 8.311 -0.453 26.2704
Si 5.562 -8.6622 26.1691
Si 8.3072 -5.9394 26.1935
Si 11.0431 -3.2135 26.1769
Si 13.759 -0.4543 26.1608
Si 11.0624 2.2492 26.2369
Si 2.82 -5.9476 26.2238
Si 4.1972 -4.5648 27.5903
Si 6.9317 -1.8303 27.5903
Si 4.1972 -10.0338 27.5903
Si 6.9317 -7.2993 27.5903
Si 9.6662 -4.5648 27.5903
Si 12.4007 -1.8303 27.5903
Si 9.6662 0.9042 27.5903
Si 12.4007 -7.2993 27.5903
Si 1.3673 -1.3673 3.418
Si 4.1018 1.3673 3.418
Si 1.3673 4.1018 3.418
Si 4.1018 -4.1018 3.418
Si 6.8362 -1.3673 3.418
Si -1.3673 1.3673 3.418
Si 6.8362 4.1018 3.418
Si -1.3673 -4.1018 3.418
Si 2.6617 0.0711 4.7434
Si 5.5296 2.6679 4.8014
Si 2.7646 5.4525 4.8231
Si 5.4466 -2.7206 4.7982
Si -2.7254 -0.0211 4.8285
Si 0.0082 2.7337 4.7957
Si 8.1342 5.5409 4.6875
Si 0.0248 -2.7539 4.8381
Si 1.3422 1.3881 6.2665
Si 4.1746 4.0463 6.1369
Si 1.4327 -4.1472 6.2572
Si 4.0289 -1.2851 6.0069
Si -4.0569 1.2766 6.2774
Si -1.4397 4.1721 5.9117
Si 6.8195 -4.1031 6.1601
Si -1.3753 -1.376 6.2215
Si 0.1893 -0.2569 7.621
Si 3.0617 2.4983 7.5195
Si -0.3452 -5.2998 7.349
Si 2.5556 -2.3865 7.4362
Si 5.1395 0.1203 7.517
Si -2.8171 3.0095 7.3761
Si 5.8143 5.1215 7.4575
Si -2.5207 -3.0018 7.514
Si 5.5645 -5.932 28.9575
Si 8.299 -3.1975 28.9575
Si 5.5645 -11.401 28.9575
Si 8.299 -8.6665 28.9575
Si 11.0335 -5.932 28.9575
Si 13.768 -3.1975 28.9575
Si 11.0335 -0.463 28.9575
Si 2.83 2.2715 28.9575
Si 6.9317 -4.5648 30.3248
Si 9.6662 -1.8303 30.3248
Si 6.9317 -10.0338 30.3248
Si 9.6662 -7.2993 30.3248
Si 12.4007 -4.5648 30.3248
Si 4.1972 -1.8303 30.3248
Si 1.4627 0.9042 30.3248
Si 4.1972 -7.2993 30.3248
Si 1.3673 1.3673 0.6835
Si 4.1018 4.1018 0.6835
Si 1.3673 -4.1018 0.6835
Si 4.1018 -1.3673 0.6835
Si 6.8362 1.3673 0.6835
Si -1.3673 4.1018 0.6835
Si 6.8362 -4.1018 0.6835
Si 9.5708 -1.3673 0.6835
Si 0 0 2.0507
Si 2.7345 2.7345 2.0507
Si 0 -5.469 2.0507
Si 2.7345 -2.7345 2.0507
Si 5.469 0 2.0507
Si 8.2035 2.7345 2.0507
Si 5.469 5.469 2.0507
Si 8.2035 -2.7345 2.0507
Si 8.3118 -4.9064 16.6186
Si -0.8925 3.6316 9.5743
Si 2.3324 -2.718 18.4884
Si 4.58 -9.73 21.3847
Si -0.3396 -0.6285 10.5829
Si 11.0424 -3.532 16.4695
Si 1.9261 2.7983 10.2824
Si 7.6579 0.6823 16.8856
Si -2.4371 -2.6582 10.5106
Si 5.2634 -4.7057 10.3752
Si 9.7548 -4.36 21.4108
Si 4.5151 -5.528 14.8356
Si 7.4476 -5.3626 19.5349
Si 4.2618 -7.1133 17.4245
Si 4.0581 -1.0464 16.374
Si 1.792 -7.9214 15.9093
Si -2.6827 3.9172 14.2282
Si 8.0964 5.3373 11.4348
Si 5.2275 -9.8818 18.3757
Si 6.4708 1.4541 14.0876
Si 5.9623 -3.3693 16.0159
Si 9.9854 -9.0011 15.7825
Si 9.5259 -0.9868 15.4329
Si 3.3915 0.8364 14.153
Si 1.7206 -5.151 14.5389
Si 12.0808 -2.2062 21.1998
Si 6.7928 -7.4303 21.5718
Si 4.5158 -1.8849 9.7629
Si 4.7744 -4.4833 18.7779
Si 2.5183 -0.0416 11.2983
Si -2.5031 -0.6106 12.6207
Si 3.1488 4.9463 12.223
O -2.4903 4.8925 12.954
O 4.1773 1.3717 8.0523
O 12.4094 -7.3265 22.7903
O -1.7234 2.6153 8.58
O 2.3628 -2.8264 22.0967
O 3.4276 -2.6837 8.8221
O 5.411 -1.8456 15.8882
O 3.1426 -9.2497 22.0102
O -1.3651 -4.1237 7.9046
O 11.476 -0.9115 22.003
O -0.3417 0.1845 9.1544
O 10.4985 -5.6697 22.0501
O 6.9613 4.0356 8.0157
O 8.8145 -4.7196 20.1295
O 12.1039 -3.5753 17.7139
O 3.3407 -0.5442 15.0137
O 5.4256 -0.8578 8.8482
O 4.9001 1.295 13.7389
O 4.2256 -4.5453 22.8961
O 2.479 3.329 8.8403
O 11.3576 -8.5419 16.5003
O 8.7629 -3.72 22.5134
O 2.5888 0.5211 12.8028
O 4.2472 4.6357 13.4176
O -1.4181 2.9257 14.5568
O 6.9316 3.009 13.9251
O -1.9757 -1.4292 13.954
O 5.5582 -8.4574 21.5394
O 7.7932 -2.6365 9.0296
O 2.7055 -7.5269 17.1951
O 8.0794 -8.1979 22.1919
O 5.1762 -5.1601 8.8221
O -1.2816 0.078 11.7452
O 4.5362 0.7693 19.8178
O 6.6559 -9.9199 15.641
O 10.256 0.4513 15.1609
O 5.1741 -8.3173 17.9794
O 3.8572 -5.0908 11.0919
O 11.5822 -4.0615 15.0207
O 2.5996 3.5802 11.549
O 7.6404 -5.5471 17.9407
O -0.0625 4.769 8.7326
O 3.4796 -3.6179 19.2558
O 4.28 -6.0172 18.6206
O -2.069 4.2632 10.5015
O 6.3347 -6.1465 22.4605
O 5.2022 -3.9515 17.3156
O 4.9063 -6.6077 15.9991
O 6.4866 5.4457 11.1426
O 2.4112 1.2473 10.3167
O 6.0892 -4.4281 19.7678
O 6.9357 -1.8415 22.9418
O 8.0874 -6.039 15.4977
O 3.785 -0.9898 10.9312
O 1.1463 -0.8899 11.1703
O 7.2068 -6.8631 20.1096
O 8.3548 -0.7534 16.5584
O 0.2923 2.8859 10.418
O 1.6845 -1.8113 19.6948
O 2.6374 -8.9228 14.9606
O 10.8956 -3.2975 20.9732
O 10.5507 -2.0246 16.1286
O 12.2665 -6.649 15.013
O 5.6227 -4.333 14.7218
O 9.6857 0.8243 22.8631
O -0.918 -2.1192 10.2953
O 3.1337 -4.7573 15.2602
O 7.5751 -3.4931 16.2148
O 6.8087 0.6029 18.2818
O 7.7325 -1.681 11.5917
O 5.3936 -3.0709 10.4766
O 7.365 0.5267 13.0814
O 8.8156 -9.0933 16.9339
O -2.2486 -4.1219 11.1694
O 1.3548 -1.3841 7.9773
O 9.8568 -4.5474 16.9168
O 3.0277 -1.8973 17.2768
O 1.9059 -5.1533 12.908
O 4.3892 0.2555 17.2582
O 5.1387 -0.0844 22.1994

Results
free energy: -126870.997 eV
free energy less fixed offsets of O -568.88, Si -635.61 eV per atom: -2.517 eV

Forces (eV/angstrom), in the order of the atoms: element, x, y, z
Si -0.1072 0.1253 -0.2819
Si -0.0104 0.0249 -0.3238
Si 0.1936 -0.1158 -0.3607
Si 0.0293 -0.0662 -0.1433
Si 0.0276 0.0036 -0.1166
Si 0.0778 -0.1723 -0.2664
Si -0.0646 -0.0323 -0.137
Si 0.0322 0.0816 -0.0449
Si 0.1016 -0.0449 -0.16
Si 0.0274 -0.0274 -0.2759
Si -0.0117 0.0756 -0.2463
Si -0.0665 0.0274 -0.1294
Si -0.0745 -0.0333 -0.2033
Si 0.0177 -0.0042 -0.159
Si -0.0361 0.0194 -0.1964
Si -0.0435 -0.0742 -0.2462
Si -0.0196 0.0086 0.118
Si 0.017 0.0194 0.0321
Si 0.0003 0.0058 0.0241
Si 0.0339 -0.043 0.0325
Si 0.0523 -0.0281 0.02
Si -0.0211 0.0178 0.1088
Si -0.0046 -0.0276 0.0369
Si 0.0367 0.0151 -0.0677
Si -0.2974 -0.1269 0.2921
Si -0.0005 0.214 0.4354
Si -0.0146 -0.0122 -0.4233
Si 0.0094 -0.0445 -0.3123
Si 0.0626 -0.0618 -0.2758
Si 0.0526 -0.0186 -0.4058
Si 0.1143 0.1491 0.3218
Si 0.0521 -0.0844 0.1733
Si -0.2641 -0.055 -0.0186
Si 0.0546 0.1622 -0.1318
Si 0.1884 -0.0174 0.1844
Si -0.0194 -0.0411 0.1309
Si 0.0521 -0.0447 0.1932
Si 0.0281 -0.1312 0.2321
Si -0.2468 -0.2343 -0.3128
Si 0.2226 0.3939 -0.2247
Si -0.1991 0.1397 -0.0818
Si 0.0631 -0.0935 0.0045
Si 0.0427 -0.0773 -0.0189
Si 0.0686 -0.0551 -0.111
Si 0.0777 -0.0309 -0.0664
Si 0.1082 -0.1136 -0.1191
Si -0.0783 0.1556 -0.1601
Si 0.0641 -0.0923 -0.0095
Si -0.0026 -0.085 0.1941
Si 0.0161 -0.0508 0.134
Si -0.171 0.1508 0.1518
Si 0.0552 -0.0301 0.0665
Si -0.1205 0.151 0.2683
Si 0.0248 -0.0312 0.0497
Si 0.0122 -0.0187 0.1472
Si 0.0842 -0.0215 0.1176
Si 0.0903 0.1139 0.4116
Si -0.0532 0.1139 0.0595
Si 0.1719 0.07 0.5208
Si -0.0427 -0.2345 0.4832
Si 0.1514 0.0171 0.3089
Si -0.0622 -0.131 0.3174
Si -0.0057 0.1142 0.3292
Si -0.1183 -0.1582 0.5359
Si -0.0134 0.0227 -0.0355
Si -0.0465 -0.0029 -0.0308
Si 0.1056 0.0316 0.013
Si 0.0322 -0.0219 -0.0057
Si 0.0068 -0.0079 -0.0118
Si -0.03 -0.0778 0.008
Si -0.0489 0.0074 -0.0229
Si -0.0028 0.0584 -0.021
Si 0.0155 -0.0157 -0.0091
Si 0.0242 0.0053 -0.0072
Si -0.0308 0.0163 -0.0166
Si -0.0526 0.0208 -0.0217
Si -0.0061 0.0275 -0.0171
Si 0.0005 0.0153 -0.0332
Si 0.0258 -0.022 -0.0189
Si 0.0119 -0.0416 -0.0035
Si 0.0113 -0.0055 0.0436
Si -0.0759 0.0583 -0.0248
Si 0.0355 0.0015 0.029
Si 0.0385 -0.0195 0.0236
Si -0.0061 -0.0306 0.0359
Si 0.0194 -0.0348 0.0151
Si 0.0169 -0.0159 0.0394
Si -0.0581 0.0668 -0.0238
Si -0.0762 -0.131 -0.0122
Si 0.1413 0.0944 -0.0138
Si -0.0196 0.038 0.0379
Si -0.0235 0.0119 0.0415
Si -0.0882 -0.0172 0.034
Si 0.0092 0.0787 0.0217
Si -0.0888 -0.146 -0.0186
Si 0.1389 0.0675 -0.0239
Si 0.0064 -0.0545 0.0283
Si -0.1491 0.1885 0.1224
Si 0.1792 -0.1503 -0.0986
Si 0.0147 -0.0957 0.125
Si -0.0657 -0.194 0.223
Si 0.009 -0.001 -0.0337
Si 0.0903 -0.1783 0.447
Si -0.0966 0.025 -0.0355
Si 0.1369 0.0509 0.2063
Si 0.0415 -0.101 0.3802
Si -0.1343 0.0202 0.0389
Si 0.0291 -0.0205 0.0296
Si -0.2257 0.1842 -0.1787
Si 0.0359 0.1807 -0.0501
Si -0.0353 -0.0267 -0.0845
Si 0.1353 0.0167 -0.0105
Si -0.0057 0.0233 -0.0185
Si 0.0322 0.131 0.0683
Si 0.0546 0.0432 -0.2198
Si 0.0509 -0.0504 -0.0138
Si -0.0404 -0.0172 0.0017
Si -0.1354 -0.0023 -0.0774
Si -0.0146 -0.0004 -0.0827
Si 0.0472 -0.0522 -0.0546
Si 0.0245 0.0799 -0.1602
Si -0.0062 0.0491 0.0149
Si 0.1354 0.1281 -0.0282
Si -0.1871 0.0779 0.2116
Si 0.066 0.0417 0.0107
Si -0.0858 -0.0454 0.1074
Si 0.0005 0.0075 -0.1129
Si 0.0084 0.1409 0.0916
O 0.0361 0.0095 -0.0881
O -0.1436 0.0479 -0.3914
O -0.0493 -0.0164 0.4894
O -0.2437 -0.0792 -0.2382
O 0.0698 -0.018 0.1742
O -0.1656 0.0065 -0.2591
O 0.0324 -0.0178 -0.016
O -0.0351 0.0417 0.1686
O -0.0548 0.0515 -0.4468
O -0.0479 0.0669 0.2429
O 0.101 0.0427 -0.5787
O 0.0643 -0.0364 0.1649
O -0.0296 0.0435 -0.4904
O 0.1898 0.0484 0.25
O -0.0314 0.0221 0.0088
O 0.0101 -0.0212 0.0261
O 0.0551 0.2547 -0.267
O -0.03 0.0286 0.0066
O -0.015 -0.0375 0.6179
O 0.1321 -0.0318 -0.3182
O 0.0087 0.0085 0.051
O 0.0271 -0.0345 -0.0409
O -0.0505 0.0041 -0.0515
O -0.0013 -0.0264 -0.0074
O 0.0777 -0.0462 0.0297
O -0.001 0.0237 0.0142
O 0.0111 -0.0386 0.0934
O 0.0055 -0.0064 -0.1092
O 0.0219 -0.0324 -0.537
O -0.0965 -0.0344 -0.0278
O -0.0525 0.035 0.0739
O 0.0278 -0.1183 -0.2685
O 0.0644 0.0478 -0.0716
O -0.0641 0.024 0.1744
O 0.0377 -0.0163 0.1071
O 0.0662 0.0358 0.0025
O 0.0415 -0.1295 0.0842
O 0.0695 0.0918 -0.1887
O 0.0032 0.0128 0.046
O -0.0683 -0.1107 -0.193
O -0.0009 -0.0312 0.122
O 0.0102 0.1077 -0.2244
O -0.104 0.0851 -0.0374
O -0.0202 -0.0717 -0.057
O 0.2249 -0.1275 -0.1375
O -0.0003 -0.0569 0.0054
O 0.0119 -0.0152 -0.0219
O -0.0412 0.0013 0.0588
O -0.1026 0.0013 -0.1769
O -0.0253 0.0337 -0.0695
O 0.0946 -0.082 0.0066
O -0.0274 0.0321 0.7327
O -0.0036 0.0029 0.0047
O 0.1832 -0.1845 -0.2787
O 0.009 0.0526 -0.1005
O -0.0662 -0.2163 0.2472
O -0.0044 0.0238 0.0152
O -0.0876 -0.0224 -0.0524
O -0.0791 0.0268 0.2272
O -0.0561 0.0277 0.0154
O 0.0148 -0.0082 -0.0633
O 0.0177 -0.018 0.0138
O -0.0668 -0.0853 0.0456
O -0.0194 0.0367 0.0288
O -0.0178 0.1307 0.5229
O 0.0163 0.0159 -0.0433
O -0.0473 0.0111 0.036
O -0.0756 0.0477 -0.0526
O -0.0767 0.0441 -0.0271
O -0.0361 -0.0347 -0.0488
O 0.0715 0.0618 -0.1014
O 0.0125 -0.0231 -0.0256
O 0.0288 -0.0301 0.0271
O -0.0372 0.0235 -0.1009
O 0.035 0.0377 -0.3711
O 0.0638 0.0221 0.013
O -0.0702 -0.035 0.0871
O 0.0429 -0.0704 0.0663
O 0.0774 0.0865 0.1426
O -0.0602 0.0598 0.1292

The program warned: the cutoff lies below the one the program advises for these potential files; the forces do not sum to zero within the program's tolerance; the exchange-correlation potential is rough where the density is thin.
